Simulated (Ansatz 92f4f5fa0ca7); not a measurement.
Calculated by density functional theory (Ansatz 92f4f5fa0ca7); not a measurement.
Periodic cell of 255 atoms, Si165O90, from a study of silicon, its oxide and their interface. The atomic structure is a simulated model.
Doubt: the cutoff is far below the 930 eV that the study's wrapper takes by default for these files, so forces and energies are approximate.
This geometry differs little from another in the collection (a relaxation step or a small displacement).

Settings: functional PBE; potential files Ansatz PAW; basis plane waves; wave-function cutoff 580 eV; density cutoff ratio 5; exchange-correlation grid ratio 1; k mesh 1 x 1 x 1, Gamma-centred; self-consistency stop 5e-08 eV per atom in the density residual; occupations fixed; spin none; net charge 0.

Cell vectors (angstrom)
a, 10.938, 0, 0
b, 0, 10.938, 0
c, 0, 0, 37.4933

Atoms and the computed forces on them: element, x, y, z (angstrom), force x, y, z (eV/angstrom)
Si, 0, 0, 0.683, -0.0028, -0.0336, 0.007
Si, 5.469, 0, 0.683, 0.0032, -0.0048, 0.0031
Si, 2.7345, 2.7345, 0.683, -0.0231, 0.0046, 0.0104
Si, 8.2035, 2.7345, 0.683, -0.0471, 0.029, 0.0132
Si, 0, 5.469, 0.683, -0.0204, -0.0096, -0.0012
Si, 5.469, 5.469, 0.683, -0.0824, 0.046, -0.0003
Si, 2.7345, 8.2035, 0.683, 0.0038, -0.0534, 0.0107
Si, 8.2035, 8.2035, 0.683, -0.0204, -0.007, 0.011
Si, 1.3673, 1.3673, 2.0503, -0.0631, 0.0726, 0.1103
Si, 6.8362, 1.3673, 2.0503, -0.078, 0.0733, 0.046
Si, 4.1018, 4.1018, 2.0503, -0.02, 0.1047, 0.0881
Si, 9.5708, 4.1018, 2.0503, 0.0236, 0.0987, 0.0057
Si, 1.3673, 6.8362, 2.0503, 0.0423, -0.0273, 0.0254
Si, 6.8362, 6.8362, 2.0503, 0.0074, -0.0031, 0.0777
Si, 4.1018, 9.5708, 2.0503, 0.0456, 0.05, 0.0389
Si, 9.5708, 9.5708, 2.0503, 0.0584, 0.0288, 0.1498
Si, 2.7345, 0, 35.4418, -0.0065, -0.117, -0.0251
Si, 8.2035, 0, 35.4418, -0.0237, -0.0399, -0.0138
Si, 0, 2.7345, 35.4418, 0.0326, -0.0594, 0.1362
Si, 5.469, 2.7345, 35.4418, 0.019, -0.0151, -0.1255
Si, 2.7345, 5.469, 35.4418, -0.0321, -0.0633, 0.0315
Si, 8.2035, 5.469, 35.4418, -0.0357, -0.0219, -0.0179
Si, 0, 8.2035, 35.4418, -0.0223, -0.0495, -0.0945
Si, 5.469, 8.2035, 35.4418, 0.0234, -0.0044, 0.0679
Si, 4.1018, 1.3673, 36.809, 0.0158, -0.0039, -0.0062
Si, 9.5708, 1.3673, 36.809, 0.0158, -0.0029, 0.0073
Si, 1.3673, 4.1018, 36.809, 0.0246, 0.0265, 0.0075
Si, 6.8362, 4.1018, 36.809, 0.0318, -0.0079, 0.0053
Si, 4.1018, 6.8362, 36.809, 0.0372, 0.0008, -0.0104
Si, 9.5708, 6.8362, 36.809, 0.051, -0.0049, 0.0033
Si, 1.3673, 9.5708, 36.809, 0.0239, 0.0191, 0.0044
Si, 6.8362, 9.5708, 36.809, -0.0066, 0.008, 0.0047
Si, -1.3735, -1.52, 28.6826, -0.005, -0.0598, -0.0092
Si, 5.1117, 0.5479, 27.3396, -0.0192, 0.02, -0.0501
Si, 3.254, 2.158, 27.3865, 0.0441, -0.0619, -0.1132
Si, 7.9925, 2.9119, 27.3285, -0.123, 0.0308, 0.0596
Si, -0.3029, 5.5821, 27.3894, 0.0459, 0.1301, 0.0597
Si, 5.6956, 5.1036, 27.2239, 0.0822, -0.0881, 0.0954
Si, 2.6205, 8.7411, 26.782, -0.0894, 0.102, 0.2022
Si, 8.4781, 7.8875, 27.2115, 0.0646, -0.0051, 0.1276
Si, 1.3727, 1.3101, 28.5743, 0.0217, 0.0487, 0.0079
Si, 6.8404, 1.3724, 28.6702, -0.0303, -0.0333, -0.0274
Si, 4.132, 3.98, 28.6028, -0.0085, -0.0404, -0.0029
Si, 9.5082, 4.0387, 28.6953, -0.056, 0.0261, 0.0064
Si, 1.321, 6.6409, 28.6778, -0.0259, 0.1519, -0.0362
Si, 6.8166, 6.77, 28.4988, 0.0433, -0.0172, -0.0196
Si, 4.1154, 9.6584, 28.4129, 0.0146, -0.0113, -0.032
Si, 11.0469, 10.6361, 27.3786, 0.096, -0.0487, -0.0128
Si, 2.7336, -0.0574, 29.9574, -0.0269, -0.005, -0.0865
Si, 8.195, -0.0704, 29.9563, 0.0244, 0.0278, -0.0097
Si, 0.0239, 2.6901, 29.9586, 0.0171, -0.0462, -0.0095
Si, 5.5064, 2.7273, 30.0736, 0.0381, 0.0292, -0.1125
Si, 2.7571, 5.3384, 29.9796, -0.0368, 0.0395, -0.0243
Si, 8.1677, 5.4728, 30.0186, -0.041, -0.0217, -0.1797
Si, 0.0486, 8.1333, 30.0514, 0.0421, -0.0525, -0.1388
Si, 5.4301, 8.1916, 29.7992, -0.0161, 0.0106, -0.0021
Si, 4.0994, 1.3226, 31.3362, -0.025, -0.0164, 0.0577
Si, 9.5758, 1.3191, 31.3119, -0.0168, 0.006, 0.0185
Si, 1.3652, 4.0371, 31.3681, 0.0024, 0.0089, -0.0086
Si, 6.8426, 4.112, 31.4084, -0.0002, -0.0136, 0.0486
Si, 4.1059, 6.8173, 31.2569, 0.0481, 0.0055, 0.0434
Si, 9.5783, 6.7875, 31.3708, -0.0125, 0.0619, 0.0676
Si, 1.3899, 9.546, 31.3692, 0.018, 0.0029, 0.0538
Si, 6.7922, 9.5133, 31.2851, -0.0089, -0.0242, -0.0301
Si, 0.0024, -0.0224, 32.7105, 0.0074, 0.0037, -0.0073
Si, 5.4632, -0.0435, 32.6898, 0.0243, 0.0002, 0.0128
Si, 2.7419, 2.6866, 32.7213, -0.0061, 0.0168, 0.0102
Si, 8.2223, 2.7068, 32.7079, -0.0011, -0.0266, -0.0053
Si, 0.0008, 5.4248, 32.7221, 0.0252, -0.0068, 0.0331
Si, 5.4586, 5.4898, 32.7103, -0.0344, 0.0278, -0.0093
Si, 2.7515, 8.1594, 32.6941, 0.0122, 0.0071, -0.0025
Si, 8.1923, 8.1868, 32.6864, -0.0118, -0.0218, 0.02
Si, 1.3543, 1.3536, 34.0838, 0.0135, -0.025, -0.0064
Si, 6.8286, 1.3448, 34.0609, -0.0121, 0.0173, -0.0024
Si, 4.0936, 4.1003, 34.0687, 0.0186, -0.0068, -0.0086
Si, 9.567, 4.0801, 34.0861, -0.017, -0.0008, 0.0005
Si, 1.3643, 6.8191, 34.0699, -0.0116, 0.0076, 0.0016
Si, 6.8325, 6.838, 34.0771, 0.0094, 0.0052, -0.0031
Si, 4.0971, 9.5494, 34.0705, -0.0191, -0.0061, -0.0066
Si, 9.556, 9.5603, 34.0672, 0.0097, -0.0011, -0.0049
Si, 2.7439, 0.0135, 3.4191, 0.0086, -0.0038, -0.0071
Si, 8.221, 0.0341, 3.4217, 0.023, -0.0014, 0.0092
Si, -0.0102, 2.7482, 3.4305, 0.0231, -0.0091, -0.0021
Si, 5.4743, 2.7551, 3.4269, 0.0272, 0.0002, 0.0088
Si, 2.7215, 5.4667, 3.4369, -0.0154, -0.0182, 0.0061
Si, 8.2119, 5.4752, 3.4263, -0.0135, 0.0068, -0.0077
Si, 0.0136, 8.2006, 3.4267, -0.0209, 0.0124, 0.0086
Si, 5.4886, 8.2259, 3.4256, 0.0094, 0.0172, -0.0082
Si, 4.074, 1.4209, 4.7897, -0.0742, 0.0083, -0.0151
Si, 9.5495, 1.424, 4.8283, -0.0517, 0.019, -0.0211
Si, 1.3232, 4.1135, 4.8323, -0.0047, 0.0107, 0.0035
Si, 6.8718, 4.0957, 4.8124, 0.0325, -0.031, -0.0065
Si, 4.1075, 6.8534, 4.7693, 0.0316, 0.001, -0.0013
Si, 9.5727, 6.844, 4.803, 0.021, -0.0121, -0.0056
Si, 1.3679, 9.5998, 4.7875, 0.0124, 0.0061, 0.0007
Si, 6.8592, 9.6257, 4.7923, -0.0281, -0.0007, -0.0127
Si, -0.0044, 0.0606, 6.1429, 0.0244, -0.0483, -0.0215
Si, 5.4928, 0.1092, 6.1252, 0.098, -0.0192, -0.0079
Si, 2.6597, 2.7207, 6.2063, 0.0239, -0.0035, -0.0477
Si, 8.1992, 2.7539, 6.3001, -0.0151, 0.0223, 0.0099
Si, -0.0813, 5.4454, 6.2329, -0.0186, -0.0283, -0.0185
Si, 5.5071, 5.4975, 6.107, -0.0471, -0.0401, -0.0565
Si, 2.7628, 8.2423, 6.1362, -0.0654, -0.0064, -0.0399
Si, 8.2761, 8.2905, 6.1507, 0.0611, 0.1022, -0.0571
Si, 1.265, 1.3566, 7.6311, -0.0102, 0.044, 0.0361
Si, 6.7869, 1.3959, 7.6741, -0.0074, 0.0218, -0.0086
Si, 4.1154, 4.1112, 7.4303, -0.0281, 0.0352, 0.0593
Si, 9.527, 4.0991, 7.7811, 0.0044, -0.0115, -0.0381
Si, 1.311, 6.8952, 7.4454, -0.0133, -0.0357, 0.0004
Si, 6.8924, 6.9061, 7.4008, -0.0028, -0.0906, 0.0873
Si, 4.1374, 9.693, 7.4273, -0.001, 0.0359, -0.0693
Si, 9.6151, 9.7046, 7.577, -0.0609, -0.0028, -0.0641
Si, 3.8324, 1.4096, 10.3157, 0.0888, 0.0708, 0.048
Si, 8.173, 0.0033, 9.0543, -0.117, -0.0387, -0.1206
Si, -0.1658, 2.5514, 9.1943, -0.0513, -0.0442, -0.1247
Si, 5.2727, 2.7367, 8.9815, 0.0133, 0.0083, 0.059
Si, 2.7959, 5.5822, 8.6803, 0.1505, 0.0995, -0.0126
Si, 8.1733, 5.691, 8.9718, 0.0212, 0.0236, 0.002
Si, 0.1145, 8.3525, 8.8701, 0.199, 0.0586, 0.008
Si, 5.6147, 8.3864, 8.6667, 0.1885, 0.0865, -0.0292
Si, 2.7326, -0.0317, 8.8672, -0.1226, -0.0775, 0.0234
Si, 9.4525, 1.1525, 10.6676, 0.3431, -0.0032, 0.3297
Si, 1.421, 3.4268, 10.6516, 0.0375, -0.0207, 0.1393
Si, 6.4966, 5.1812, 10.5733, 0.0646, -0.0819, -0.0324
Si, 4.1444, 7.1117, 9.81, -0.332, -0.1979, 0.2073
Si, 9.5134, 7.2056, 10.1491, -0.105, -0.0829, 0.1226
Si, 1.8612, 9.2254, 10.2707, -0.2434, 0.1993, 0.1193
Si, 7.0977, 9.2754, 10.2951, -0.0355, 0.1826, 0.0338
O, 5.7395, 0.2761, 25.8236, -0.0415, 0.0146, 0.043
O, 9.5949, 6.735, 26.8133, 0.0055, -0.0398, -0.0088
O, 2.6562, 2.3762, 11.0503, -0.0153, -0.0061, -0.0592
O, 1.6159, 11.2385, 13.097, -0.0048, 0.0381, 0.0232
O, 10.0783, 0.1057, 26.1041, -0.024, 0.031, -0.0137
O, 3.9936, 6.6923, 23.6449, -0.0022, 0.003, 0.0222
O, 6.0453, 3.6635, 10.1284, 0.0009, 0.0483, -0.0046
O, -0.4239, 0.077, 11.3598, -0.0611, 0.0241, -0.1192
O, 7.0698, 5.0857, 12.1102, -0.0335, -0.027, -0.0196
O, 4.7477, 0.5358, 11.4105, 0.0186, -0.0196, -0.0224
O, 12.9676, 15.6445, 9.8488, -0.0599, -0.0466, 0.0099
O, 5.1925, 6.1941, 10.7435, -0.076, 0.0783, -0.0791
O, 0.6258, 4.0559, 11.9934, 0.0004, 0.0066, -0.0441
O, 8.317, 8.2116, 10.8175, 0.0908, -0.1038, -0.0095
O, 8.6918, 1.8659, 11.9788, -0.0925, 0.0002, 0.0514
O, 3.0865, 8.1443, 10.6288, 0.2109, -0.1128, -0.123
O, 0.4644, 4.969, 26.078, -0.0213, 0.0047, 0.0012
O, 3.0208, 8.547, 25.1993, -0.042, -0.0391, -0.0494
O, 8.6808, 2.3505, 25.9453, 0.0256, 0.0007, 0.0174
O, 1.2979, 9.7031, 26.7327, 0.0334, -0.1457, -0.013
O, 5.0553, 5.5961, 25.7906, -0.0043, 0.0076, -0.0397
O, 2.2617, -3.6477, 27.4509, -0.0005, 0.0398, -0.0345
O, 8.0246, 8.5617, 25.7817, -0.014, 0.0047, -0.0822
O, 6.6441, 9.6745, 23.8395, 0.0176, -0.0263, 0.0278
Si, 3.3715, 5.598, 13.3757, -0.0132, 0.0207, 0.0619
Si, 9.4573, -6.4176, 22.3311, 0.0122, 0.0026, -0.0185
Si, 4.5861, 4.8618, 17.598, 0.0008, -0.0014, 0.0006
Si, 11.6844, 10.1812, 12.1607, 0.0297, -0.0032, -0.1596
Si, 5.8535, -0.5345, 12.046, -0.0108, 0.0002, -0.0176
Si, 3.4823, 12.1386, 22.7614, 0.0027, -0.0077, -0.0021
Si, -0.1971, 11.5921, 18.5592, 0.0011, 0.0161, -0.0078
Si, 0.0717, 7.8723, 14.2618, 0.002, 0.0419, 0.0191
Si, 11.1257, -7.4356, 19.8233, -0.012, 0.0159, 0.0116
Si, 4.8119, 8.3433, 14.2541, -0.0015, 0.0114, 0.0341
Si, 8.8934, -1.7277, 19.186, 0.011, -0.0133, -0.0013
Si, 2.6704, -3.361, 23.9203, 0.0044, -0.0028, -0.019
Si, 5.3352, 6.0098, 24.2323, 0.0135, 0.0233, -0.0405
Si, -4.7451, 4.4095, 13.323, 0.0134, -0.0133, 0.0643
Si, 2.3685, 9.1797, 15.8716, -0.0071, -0.0037, -0.007
Si, 7.5097, 8.3571, 24.2399, -0.0259, 0.0354, -0.0221
Si, 11.5551, 5.6943, 12.2663, -0.001, 0.0221, 0.02
Si, 4.2358, 11.4867, 20.0572, -0.014, -0.0082, 0.029
Si, -1.2285, 1.8754, 15.7626, 0.0071, -0.0008, -0.0114
Si, 10.62, -6.4835, 17.0014, -0.0009, -0.0092, 0.0116
Si, 9.2886, 7.2572, 16.6188, -0.0039, 0.0036, -0.0171
Si, 1.5345, 11.9081, 14.6024, -0.0384, -0.0071, -0.0065
Si, 4.9225, 3.9418, 22.0505, -0.0191, -0.0179, -0.0083
Si, 1.472, 7.8876, 21.2061, -0.0021, 0.0101, -0.0001
Si, 0.7071, 5.1885, 24.483, 0.0127, -0.0403, -0.0325
Si, 5.9112, 11.0792, 24.2093, -0.0114, -0.0019, 0.0447
Si, 1.7786, 2.5525, 24.657, 0.072, -0.0267, 0.0182
Si, 9.8519, 1.4628, 25.2449, -0.0031, -0.0015, -0.0392
Si, 7.1794, 11.4304, 20.1213, 0.0086, 0.0023, 0.0331
Si, 2.7614, 5.1538, 20.1091, 0.0158, -0.0085, 0.0129
Si, -4.4969, 6.4221, 15.7327, 0.0072, 0.0059, 0.0202
Si, 9.2765, -3.4487, 21.7926, 0.01, -0.0052, -0.0053
Si, 2.2152, -1.1395, 18.7538, -0.0014, -0.0153, -0.0047
Si, -3.2283, 1.6399, 13.308, 0.0219, -0.0338, 0.0077
Si, 5.8463, 2.8668, 19.4075, -0.0018, 0.011, 0.0128
Si, 2.501, 3.7005, 15.6645, 0.0015, -0.0163, 0.0211
Si, -2.759, 1.6894, 22.7997, -0.011, -0.0031, -0.0104
O, 4.0481, 6.9998, 13.787, 0.0013, -0.0088, -0.0469
O, -0.872, -0.6078, 19.3362, -0.0069, -0.0097, -0.0066
O, 12.4054, 8.0815, 15.0777, 0.0145, 0.001, -0.0127
O, 4.4243, 0.1364, 23.548, 0, -0.003, 0.0039
O, -0.5568, 6.0442, 16.739, 0.0064, -0.0105, -0.0099
O, 6.5628, 5.1638, 14.7098, -0.0008, 0.0113, -0.0233
O, 4.4407, 2.0022, 19.3154, 0.0038, 0.0023, -0.019
O, 2.2785, 8.8115, 17.458, -0.0033, 0.0084, 0.0071
O, 2.0705, 1.4006, 23.5444, -0.0069, 0.0102, 0.0233
O, 3.8013, 4.8495, 21.3122, -0.0101, 0.0019, -0.0149
O, 2.5241, 4.9105, 14.5829, 0.0033, -0.0039, -0.0307
O, 8.6961, -2.7146, 20.4614, -0.0018, 0.0073, -0.0107
O, -1.2103, 8.0746, 15.2632, -0.0141, -0.0108, 0.0007
O, 6.6257, 2.8498, 13.4347, -0.0063, 0.0001, -0.0474
O, 10.4064, -6.622, 18.6107, -0.0029, -0.0061, -0.0041
O, 3.8243, 3.8127, 16.6066, 0.0141, 0.0032, -0.0082
O, 1.3589, 6.6526, 24.2362, 0.0049, 0.0196, 0.0135
O, 0.3172, 2.272, 25.2989, -0.0165, 0.0029, 0.0313
O, -0.3883, 6.4006, 11.1778, 0.009, -0.0153, -0.0326
O, 6.8616, 4.0006, 26.8173, 0.0127, 0.0215, -0.039
O, 3.1432, 0.6674, 21.2621, 0.0099, -0.003, -0.0222
O, 12.866, 6.4688, 20.5526, 0.002, -0.0002, -0.0062
O, 10.8248, 1.926, 19.5704, 0.0008, -0.0131, -0.0113
O, 5.6601, 4.7523, 23.2502, 0.0026, -0.005, 0.0183
O, 4.2326, 2.6361, 22.7113, 0.0089, 0.0191, 0
O, 8.8029, -5.0271, 21.7562, 0.0007, 0.004, 0.0001
O, -2.492, 1.5057, 14.7799, 0.0073, 0.0094, -0.0182
O, -5.8643, 9.3098, 12.9788, -0.0139, -0.0325, -0.0011
O, 6.0134, 3.4889, 20.9165, 0.0021, 0.0009, -0.0045
O, 0.0465, 6.336, 13.6713, -0.0023, -0.0162, -0.0312
O, 4.5773, 4.5372, 13.0043, 0.0002, 0.002, -0.049
O, -0.7064, 4.9716, 23.7027, -0.0184, -0.015, -0.0094
O, 7.5542, 10.1538, 19.1737, 0.0085, -0.0034, -0.0151
O, 5.6861, 0.1611, 20.7134, 0.0096, -0.0011, -0.0163
O, 14.8448, 9.1203, 15.356, -0.0048, 0.0036, -0.0182
O, 2.3546, 8.3551, 22.5127, -0.0122, -0.003, -0.0047
O, -2.7711, 0.8468, 21.3849, -0.0095, -0.0066, -0.0142
O, 10.5205, -6.9994, 21.2556, 0.0013, -0.0014, -0.0078
O, 2.9381, 2.5331, 25.7973, -0.0316, -0.0157, 0.0567
O, 12.282, 0.1798, 18.3421, -0.0122, 0.0062, -0.0098
O, 3.5701, -5.4783, 18.7227, -0.0051, -0.0011, -0.004
O, 7.0951, 1.8362, 19.1682, -0.0064, 0.0029, -0.0187
O, 7.8299, -4.3749, 16.541, 0.0037, -0.0031, -0.0164
O, 12.7166, 3.8687, 19.8687, 0.0046, -0.0033, -0.004
O, 8.7264, 8.1925, 23.164, -0.0055, -0.0058, 0.0112
O, 0.0417, 1.5626, 14.804, 0.0122, -0.0002, -0.0096
O, 5.8216, 14.9821, 18.2976, 0.006, -0.0084, -0.0118
O, 6.7857, 1.3904, 23.6059, 0.0152, 0.0105, 0.0062
O, 10.8871, -3.2593, 21.7293, -0.0051, 0.0015, 0.0008
O, 2.5303, 13.1746, 14.9125, 0.0017, 0.0137, -0.0228
O, 12.7666, -0.2399, 15.644, 0.0037, -0.0056, -0.0044
O, 9.4218, 1.1226, 23.7109, 0.0069, -0.0067, 0.0126
O, 9.2228, -2.6284, 17.8669, -0.0086, 0.0196, 0.0071
O, 6.1968, 7.8475, 14.9641, 0.0023, -0.011, -0.0186
O, 1.1847, 3.9479, 16.5993, -0.0124, 0.0052, -0.0163
O, 8.3855, 3.3129, 22.6191, 0.0083, -0.0021, 0.0135
O, 1.7628, 4.0407, 23.9823, -0.0143, 0.0261, 0.0252
O, -1.341, 14.4043, 16.1743, 0.004, 0.0075, -0.019
O, 0.0151, 9.0223, 13.0872, -0.0295, -0.0525, 0.0345
O, -9.3269, 9.0175, 20.0457, -0.0027, -0.0001, -0.0089
O, 5.2172, 6.1192, 16.7751, -0.0045, -0.0076, -0.0134
O, -1.016, 1.0094, 17.1627, 0.0044, -0.0117, 0.015
O, 2.2463, 6.0052, 12.2488, 0.0172, 0.0006, -0.0295
O, 6.8822, 0.2555, 13.0497, 0.0204, 0.0428, -0.0207
O, 3.7342, 10.3277, 19.0453, -0.0026, -0.0041, -0.0181
O, 6.5986, 7.0187, 24.1698, -0.0047, -0.0151, 0.0133

Results
free energy: -156078.851 eV
free energy less fixed offsets of O -568.88, Si -635.61 eV per atom: -4.001 eV

The program warned: the cutoff lies below the one the program advises for these potential files; the exchange-correlation potential is rough where the density is thin.
